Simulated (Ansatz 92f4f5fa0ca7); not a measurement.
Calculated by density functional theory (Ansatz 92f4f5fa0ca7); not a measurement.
Periodic cell of 259 atoms, Si165O94, from a study of silicon, its oxide and their interface. The atomic structure is a simulated model.
Doubt: the cutoff is far below the 930 eV that the study's wrapper takes by default for these files, so forces and energies are approximate.

Settings
functional: PBE
potential files: Ansatz PAW
basis: plane waves
wave-function cutoff: 580 eV
density cutoff ratio: 5
exchange-correlation grid ratio: 1
k mesh: 1 x 1 x 1, Gamma-centred
self-consistency stop: 5e-08 eV per atom in the density residual
occupations: fixed
spin: none
net charge: 0

Cell vectors (angstrom)
a	10.938	0	0
b	0	10.938	0
c	0	0	38.217

Atoms and the computed forces on them: element, x, y, z (angstrom), force x, y, z (eV/angstrom)
Si	0	0	0.683	-0.0002	0.0221	-0.0035
Si	5.469	0	0.683	0.0394	0.0292	0.0013
Si	2.7345	2.7345	0.683	0.0214	-0.005	-0.0081
Si	8.2035	2.7345	0.683	0.0244	-0.0537	-0.012
Si	0	5.469	0.683	0.0111	-0.0314	-0.0072
Si	5.469	5.469	0.683	-0.0013	0.0038	0.0058
Si	2.7345	8.2035	0.683	0.0111	-0.0056	-0.008
Si	8.2035	8.2035	0.683	-0.0149	0.0229	-0.0098
Si	1.3673	1.3673	2.0503	0.0087	-0.0242	0.0459
Si	6.8362	1.3673	2.0503	0.0305	0.0132	-0.1277
Si	4.1018	4.1018	2.0503	-0.0002	-0.0737	0.0122
Si	9.5708	4.1018	2.0503	0.0345	-0.0401	-0.1196
Si	1.3673	6.8362	2.0503	-0.0137	-0.0413	-0.1369
Si	6.8362	6.8362	2.0503	-0.0148	0.0345	0.0176
Si	4.1018	9.5708	2.0503	0.0044	-0.063	-0.1417
Si	9.5708	9.5708	2.0503	-0.0021	-0.0052	0.036
Si	2.7345	0	36.1655	0.1217	0.0597	0.0108
Si	8.2035	0	36.1655	0.0932	0.0077	-0.0266
Si	0	2.7345	36.1655	-0.004	0.0173	0.0746
Si	5.469	2.7345	36.1655	-0.0916	0.0771	-0.09
Si	2.7345	5.469	36.1655	-0.0799	0.0468	0.0253
Si	8.2035	5.469	36.1655	-0.065	0.0375	-0.0546
Si	0	8.2035	36.1655	-0.0416	-0.0856	-0.0436
Si	5.469	8.2035	36.1655	-0.0289	0.0799	0.1399
Si	4.1018	1.3673	37.5328	-0.031	-0.0094	0.0173
Si	9.5708	1.3673	37.5328	-0.0025	0.0044	-0.0023
Si	1.3673	4.1018	37.5328	-0.0154	0.0152	0.0101
Si	6.8362	4.1018	37.5328	-0.02	0.0136	0.0017
Si	4.1018	6.8362	37.5328	-0.0166	0.0066	0.0008
Si	9.5708	6.8362	37.5328	0.0232	-0.0132	0.0162
Si	1.3673	9.5708	37.5328	0.0156	-0.0198	-0.015
Si	6.8362	9.5708	37.5328	-0.0466	0.0259	0.003
Si	0.7905	-0.5904	27.9237	0.0358	0.1049	-0.2047
Si	5.2985	0.9337	27.3165	-0.1729	0.2544	-0.0544
Si	2.7368	2.6659	28.2403	-0.3706	-0.2322	-0.1924
Si	8.6615	4.6272	26.6576	-0.1457	-0.0632	-0.3931
Si	-0.982	6.538	27.0719	0.0279	-0.4304	-0.2176
Si	5.9066	5.8191	27.6746	-0.1134	0.1372	0.0142
Si	2.4239	8.4604	28.0471	-0.0545	0.0605	-0.1245
Si	8.3941	8.1472	27.7425	-0.2353	0.8904	-0.1229
Si	1.3017	1.2366	29.3562	0.0317	0.0664	0.1043
Si	7.2003	1.8465	29.6052	-0.4409	-0.2334	-0.1928
Si	4.0038	4.0691	29.5379	0.139	0.2355	-0.2916
Si	8.9178	3.499	29.478	0.4264	0.2156	-0.0136
Si	1.2016	6.9104	29.2941	0.0091	0.0163	0.0927
Si	6.972	7.0542	29.2801	0.0208	-0.2248	0.2336
Si	4.1569	9.635	29.1291	0.045	0.0794	-0.1912
Si	9.6673	9.6494	29.0683	-0.0124	0.0493	-0.056
Si	2.8285	0.0323	30.6734	0.1606	0.04	0.0909
Si	8.2864	0.0137	30.6263	0.0487	0.0196	-0.1143
Si	-0.1192	2.6372	30.6627	0.002	0.0468	0.0077
Si	5.4616	2.8131	30.8738	0.1211	-0.0697	0.1763
Si	2.607	5.5484	30.6656	0.0612	0.0586	0.1216
Si	8.164	5.4757	30.6392	0.1615	0.0509	0.0316
Si	-0.0856	8.2904	30.6709	0.0077	-0.166	0.1441
Si	5.4797	8.2977	30.5903	-0.0284	0.0482	0.0931
Si	4.1151	1.3748	32.137	-0.0857	-0.0839	-0.0927
Si	9.5776	1.2995	32.1262	-0.0565	0.1588	0.0406
Si	1.2933	4.0893	32.0016	-0.014	-0.1941	-0.1153
Si	6.8238	4.2182	32.1509	-0.0315	-0.032	-0.0045
Si	4.0744	6.9039	31.9962	-0.0935	0.093	-0.1023
Si	9.5597	6.8311	32.0391	-0.0945	0.0093	-0.2031
Si	1.3925	9.5864	32.0339	0.1045	0.0262	-0.1699
Si	6.8636	9.6064	31.9993	-0.0075	-0.0762	-0.1031
Si	0.0362	-0.0231	33.4657	-0.0129	0.0441	-0.0185
Si	5.5058	-0.0064	33.4374	-0.0084	0.0796	0.048
Si	2.6946	2.7603	33.4179	0.0241	-0.0292	-0.0096
Si	8.1993	2.7488	33.4295	0.0349	0.0128	0.0369
Si	-0.0172	5.4609	33.4118	0.0054	0.0922	0.0415
Si	5.4135	5.5533	33.4521	0.0509	-0.0591	-0.0041
Si	2.7302	8.2185	33.4236	0.0049	0.0253	-0.066
Si	8.1874	8.21	33.4007	-0.0196	-0.0796	-0.0274
Si	1.3737	1.3761	34.8129	-0.0086	-0.0016	-0.0359
Si	6.8462	1.3776	34.805	-0.0306	0.015	-0.0192
Si	4.0852	4.1152	34.7905	-0.0249	0.0079	-0.0085
Si	9.5697	4.1013	34.8023	0.0061	-0.0337	-0.0513
Si	1.3628	6.8326	34.7833	0.0706	-0.0633	0.0023
Si	6.8333	6.8611	34.8061	-0.0372	0.0431	-0.0311
Si	4.1115	9.5733	34.7968	-0.0192	-0.0166	-0.0496
Si	9.5671	9.5556	34.7957	0.0403	-0.0203	-0.0281
Si	2.7414	-0.0117	3.409	-0.0183	0.0306	0.0352
Si	8.1944	0.001	3.4156	0.0049	0.0131	0.0352
Si	-0.0037	2.7358	3.4183	-0.032	0.0099	0.033
Si	5.4835	2.7319	3.4129	0.0136	-0.0538	0.0075
Si	2.7238	5.4605	3.4082	0.0028	0.0165	0.0336
Si	8.2115	5.4667	3.4029	0.0143	-0.017	0.0174
Si	-0.0016	8.1874	3.4085	0.0309	-0.0201	0.0263
Si	5.4543	8.199	3.4189	-0.0058	0.0505	0.0086
Si	4.1405	1.33	4.7639	0.0227	0.0739	-0.024
Si	9.5524	1.3781	4.7837	0.0337	-0.0152	0.0366
Si	1.3654	4.1023	4.7885	0.0194	-0.0252	0.0123
Si	6.8539	4.1076	4.7703	0.0195	0.0156	0.0942
Si	4.0895	6.8144	4.7784	-0.0357	-0.0419	0.0716
Si	9.5843	6.8053	4.7765	-0.021	0.048	0.0192
Si	1.3911	9.5303	4.7633	-0.0466	-0.0238	0.0297
Si	6.8171	9.5759	4.7797	-0.0156	-0.0484	-0.018
Si	0.001	-0.0385	6.0725	-0.0242	0.0232	0.0237
Si	5.4681	-0.0199	6.1969	0.0063	0.0048	0.1574
Si	2.7932	2.7252	6.0747	-0.0185	-0.0313	0.1083
Si	8.2029	2.7668	6.1838	0.0786	0.0346	0.0067
Si	0.003	5.4589	6.1954	-0.0276	-0.0315	-0.0006
Si	5.4812	5.4639	6.1331	-0.021	0.0098	0.1635
Si	2.724	8.1488	6.181	-0.0808	-0.0111	0.0259
Si	8.1689	8.1605	6.0845	0.0945	-0.0446	0.116
Si	1.4595	1.2862	7.3625	0.0995	-0.0634	-0.1466
Si	6.8265	1.4175	7.5555	-0.1402	0.0905	-0.167
Si	4.1212	4.0845	7.5031	0.0103	0.0177	-0.1351
Si	9.6128	4.0894	7.6021	0.0381	-0.0482	0.0827
Si	1.3259	6.8221	7.6099	-0.0727	0.0775	0.1167
Si	6.8523	6.8172	7.53	-0.0204	-0.0406	-0.1228
Si	4.1197	9.4661	7.5586	0.0794	-0.0213	-0.1376
Si	9.5289	9.5364	7.4089	-0.0486	0.0055	-0.1319
Si	2.6156	-0.2022	8.8028	0.1125	0.1271	0.0583
Si	8.3364	0.1087	8.7498	-0.0387	0.0186	0.1751
Si	0.2368	2.6523	8.7525	-0.1017	0.1833	0.0581
Si	5.4636	2.7902	8.9709	0.1218	-0.0934	0.1975
Si	2.7878	5.4331	8.8996	0.017	0.1067	0.2701
Si	8.1648	5.4658	8.9634	0.0003	-0.1272	0.1357
Si	-0.2141	8.1968	8.9054	0.0653	-0.1837	0.0724
Si	5.4949	8.1266	8.9698	-0.0413	-0.0051	0.1484
Si	4.105	1.8339	10.6699	-0.2667	0.0532	0.0517
Si	9.9934	1.1307	10.0252	0.0834	0.1617	0.181
Si	1.7261	3.7827	10.1757	-0.0595	0.0071	0.1166
Si	6.6092	4.3121	10.3467	-0.0154	0.182	0.0802
Si	4.398	6.5238	10.2761	-0.0079	-0.0842	0.086
Si	9.1035	7.1349	10.32	0.0285	-0.0281	0.1276
Si	1.0111	9.7237	10.159	-0.1399	-0.0701	0.3323
Si	6.7439	9.1794	10.7045	0.1123	0.0251	0.0527
O	10.7257	7.0889	25.724	0.1632	0.0555	0.2043
O	3.8851	1.6503	27.6656	0.2023	-0.0991	-0.085
O	7.9529	8.0963	11.0764	0.0273	-0.0098	-0.3285
O	2.8602	2.8828	11.0157	0.0273	-0.0136	-0.3522
O	8.7268	3.8218	25.2356	0.1247	0.0661	0.2648
O	0.9822	10.9674	26.382	-0.0447	-0.1616	0.2962
O	5.4818	5.4167	10.9115	-0.0028	0.0295	-0.4277
O	0.0134	-0.0183	10.7747	0.0032	-0.0068	-0.372
O	7.2159	3.5993	11.7226	-0.0665	0.1121	-0.2317
O	5.9837	9.8088	12.0402	0.0239	-0.2122	-0.0782
O	9.8922	6.4456	11.579	0.0313	-0.0186	-0.0345
O	1.751	9.0474	11.47	0.0075	0.0791	-0.0359
O	4.7811	1.3453	12.0805	-0.0817	0.0744	-0.0927
O	0.6573	4.3815	11.2695	-0.0037	0.0303	-0.0087
O	9.2367	2.0111	11.1765	0.0452	-0.0724	0.0628
O	3.8102	7.3386	11.5905	0.0602	-0.0854	-0.1475
O	7.6166	8.8268	26.3713	0.1231	-0.2466	0.5926
O	6.6218	1.5115	28.0686	0.2079	0.1502	0.1623
O	5.0592	6.8339	26.7042	-0.1827	0.0492	0.0067
O	2.0294	3.5068	26.9934	0.049	-0.0275	0.3006
O	11.0569	-4.8086	28.2499	0.1405	0.1888	0.0519
O	-1.7658	3.6134	27.8325	-0.0445	-0.2792	0.3367
O	4.8704	15.6513	28.26	-0.1568	-0.1162	0.2973
O	5.547	12.1929	25.7217	0.0683	-0.2392	0.371
Si	7.9332	3.4668	23.8618	-0.1741	-0.111	-0.2802
Si	3.5129	7.2294	26.2786	0.0428	-0.0531	-0.151
Si	-1.6133	9.9061	20.896	0.021	0.0384	0.1496
Si	14.3249	3.0712	17.9539	-0.0779	0.046	0.0308
Si	5.9482	-0.0961	15.8754	0.0424	-0.002	0.1394
Si	10.0692	4.878	17.0726	0.1302	0.0142	-0.0517
Si	3.3207	5.494	16.2045	-0.06	-0.084	-0.0794
Si	2.676	4.2095	25.6699	0.1704	-0.1231	-0.1721
Si	4.5571	8.5617	23.6789	-0.0903	0.1367	-0.1453
Si	10.4291	7.9193	24.3613	0.0157	-0.0045	-0.1499
Si	8.1461	2.3862	12.3118	0.1044	-0.0938	0.0344
Si	4.3772	9.6523	18.3181	0.0277	0.014	0.0445
Si	10.0619	3.7113	14.4128	0.1301	-0.1055	0.1937
Si	7.6365	8.405	16.7064	0.0062	0.0278	0.0071
Si	9.5768	4.567	21.7036	0.0071	0.0446	0.1385
Si	13.1919	1.8373	20.6944	0.1131	-0.033	0.0992
Si	6.7007	9.0126	19.7195	0.0455	0.0728	0.0033
Si	5.8448	11.2697	12.8045	0.139	0.0679	-0.0351
Si	10.7917	11.7756	18.9765	0.0965	0.0241	0.0924
Si	13.9341	6.6366	21.5807	-0.0662	-0.0062	0.0924
Si	0.7196	-0.1103	24.7833	-0.024	0.1538	-0.2183
Si	6.1915	5.5872	16.7979	-0.1166	0.0008	-0.0811
Si	5.0927	13.4011	24.7033	-0.1956	0.1153	-0.3983
Si	5.0172	6.8437	19.2952	-0.099	0.0269	0.0844
Si	11.1305	5.617	12.2168	-0.1019	-0.0956	-0.0218
Si	-1.932	11.5013	23.5834	0.0176	0.1327	-0.0549
Si	7.5639	9.0035	24.7397	0.1283	0.0529	-0.3571
Si	1.4742	3.4006	15.9659	-0.0553	0.0566	-0.1598
Si	1.56	4.087	22.8265	-0.0094	0.0031	-0.1008
Si	2.451	7.85	12.3184	-0.0656	0.0563	-0.0853
Si	-0.3335	7.9311	16.5855	0.0316	-0.0662	-0.0445
Si	2.0997	8.2297	15.2707	-0.1065	-0.0411	0.0931
Si	0.0034	7.2116	21.5006	0.0248	-0.0471	-0.0129
Si	3.3809	0.4788	23.0125	0.1661	0.0361	0.0142
Si	12.5397	9.9122	17.5353	0.0013	-0.1226	-0.0663
Si	8.8516	3.1487	19.0595	0.0023	0.1034	0.1425
Si	6.4507	2.6136	17.3405	-0.0504	-0.0415	0.0054
O	7.3754	2.5585	18.6975	0.0006	0.008	-0.012
O	4.9003	2.5511	17.7972	0.0842	-0.0282	0.0111
O	10.9734	7.036	23.1232	0.0002	0.0355	0.1162
O	3.9869	7.5771	22.493	-0.01	-0.0516	-0.0243
O	5.4436	10.0651	19.5035	-0.0202	-0.0477	-0.027
O	-0.934	5.9692	20.9486	0.0073	0.0188	0.0153
O	2.81	8.3664	13.8229	0.0381	-0.0314	-0.1769
O	2.4483	4.5132	15.2061	0.0266	0.0176	0.1148
O	13.6218	6.9898	16.1701	0.0253	0.0266	-0.0231
O	10.9019	4.1606	22.5513	0.015	0.0048	-0.0023
O	13.4634	5.3492	22.4549	0.016	0.009	0.0097
O	6.1201	7.582	20.2589	0.0155	-0.0152	-0.0252
O	9.1045	4.5778	18.332	-0.0459	-0.0221	-0.0152
O	11.518	8.6449	17.7487	0.0024	0.0471	0.0643
O	7.433	8.7725	18.2807	0.0592	-0.0306	-0.0062
O	9.1901	8.6535	16.3239	-0.0541	0.0157	0.0229
O	7.1913	6.8401	16.4179	-0.0407	-0.0627	0.0066
O	8.3127	4.6297	22.7592	0.0633	0.0415	-0.0167
O	4.4609	8.0003	18.243	-0.0318	-0.0107	-0.0297
O	6.746	4.053	16.5969	0.0123	0.0227	-0.0188
O	7.7355	9.5723	20.8187	-0.0337	-0.0125	-0.0436
O	1.5793	7.2894	21.0369	-0.0237	0.0132	-0.0369
O	9.7638	10.6505	19.5288	-0.0456	-0.0098	-0.0855
O	8.9601	2.8496	13.635	-0.1471	-0.0741	-0.1982
O	13.395	2.3685	16.7761	-0.0224	0.0157	-0.0082
O	1.7215	3.8182	24.4156	-0.0571	0.048	0.0936
O	6.1641	8.4732	24.0472	0.1257	-0.0169	0.143
O	2.2753	9.6629	16.0571	0.0103	-0.0001	0.0232
O	2.9355	2.6303	19.4479	0.0461	0.0309	-0.0946
O	10.3139	6.4558	17.1277	0.0091	0.0071	0.0129
O	7.2927	1.0804	12.7452	-0.0154	0.0054	0.0781
O	11.4186	7.9633	15.1576	0.0556	-0.0108	0.0639
O	-1.4126	10.8518	22.1886	0.0029	-0.051	-0.0129
O	8.8265	8.141	24.1297	-0.0828	-0.0698	0.068
O	0.3552	9.2916	24.3928	-0.0247	-0.141	0.0554
O	2.8144	10.0216	18.6363	0.0123	-0.0264	-0.0376
O	9.1237	3.416	20.637	-0.0404	-0.0398	-0.0943
O	3.1117	0.6291	21.3996	-0.0905	0.0484	-0.0711
O	10.2336	8.5802	21.0403	-0.031	0.0233	-0.0636
O	5.7584	5.7179	18.3817	0.0343	-0.0071	0.0238
O	4.7825	10.4414	16.9514	0.0325	-0.0093	-0.0661
O	5.3828	0.1472	14.3625	-0.0423	-0.0051	-0.1768
O	7.8738	10.5668	24.3177	-0.069	-0.16	0.1314
O	0.5848	4.1427	17.1359	0.0218	0.0001	0.0033
O	8.3928	2.023	23.2694	0.048	-0.007	0.0871
O	3.6615	8.239	25.0035	-0.0842	-0.0786	0.1257
O	3.2706	4.7036	17.6693	0.0478	0.0262	0.0857
O	6.7007	1.2882	16.3898	-0.0028	0.013	0.0348
O	0.6922	11.2483	17.6829	-0.0436	0.0256	0.0177
O	6.8893	9.5113	15.7727	-0.0264	-0.0066	0.024
O	4.2759	10.085	23.2131	0.0472	-0.1318	0.0257
O	0.8299	1.2415	20.2102	-0.0827	-0.0555	-0.0834
O	2.0037	11.3089	23.8994	-0.1418	-0.0337	0.1654
O	10.6111	4.9977	13.6077	0.0668	0.1754	-0.1752
O	9.9437	13.0459	18.4645	-0.0139	-0.038	-0.0844
O	4.2634	1.7634	23.4893	0.0388	0.0168	0.1011
O	9.3358	4.3449	15.7243	0.0239	-0.0452	-0.0776
O	4.8876	5.6795	15.7993	0.0994	0.0023	0.0473
O	1.45	6.5894	12.4457	0.0571	0.02	0.0941
O	6.3259	3.3337	24.0862	0.0577	0.0147	0.1601
O	10.3391	11.7389	24.4924	0.0075	-0.0304	0.0459
O	2.7553	5.829	25.8516	-0.0177	0.2524	0.1132
O	-7.0788	6.2147	20.2543	0.0699	0.0112	-0.1219
O	13.0114	2.8698	21.913	-0.0119	0.0258	0.0551
O	4.1604	3.583	25.4307	0.0997	0.0586	0.0627
O	11.3667	2.782	14.8628	-0.0391	0.1168	0.0945
O	3.5146	0.4654	10.0286	-0.115	-0.1502	-0.184
O	5.0597	10.3262	27.8336	-0.1979	-0.2845	0.4955
O	-3.8649	15.9925	26.8253	0.0698	-0.1097	-0.144
O	-14.4503	-11.383	10.0276	0.0905	0.0844	-0.206

Results
free energy: -158352.409 eV
free energy less fixed offsets of O -568.88, Si -635.61 eV per atom: -2.039 eV

The program warned: the cutoff lies below the one the program advises for these potential files; the exchange-correlation potential is rough where the density is thin.
